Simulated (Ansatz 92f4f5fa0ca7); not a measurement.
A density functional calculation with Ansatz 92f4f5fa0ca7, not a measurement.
Periodic cell of 222 atoms, Si131O89As2, from a study of silicon, its oxide and their interface. The atomic structure is a simulated model.
Doubt: the cutoff is far below the 930 eV that the study's wrapper takes by default for these files, so forces and energies are approximate.
This geometry differs little from another in the collection (a relaxation step or a small displacement).

Settings
functional: PBE
potential files: Ansatz PAW
basis: plane waves
wave-function cutoff: 580 eV
density cutoff ratio: 5
exchange-correlation grid ratio: 1
k mesh: 1 x 1 x 1, Gamma-centred
self-consistency stop: 5e-08 eV per atom in the density residual
occupations: fixed
spin: none
net charge: 0

Cell vectors (angstrom)
a  10.938  0  0
b  0  10.938  0
c  0  0  32.1988

Atoms: element, x, y, z (angstrom)
Si  10.5899  0.2314  24.8753
Si  5.746  10.6867  24.7697
Si  2.4788  2.9256  24.6586
Si  8.4254  2.4657  24.8397
Si  0.2768  5.1754  24.7672
Si  5.1576  5.755  24.6931
Si  2.9402  8.0131  24.6048
Si  7.944  8.4447  24.751
Si  1.3293  1.3897  26.0483
Si  6.8524  1.3146  26.1413
Si  4.0482  4.1146  25.9948
Si  9.6067  4.0668  26.0916
Si  1.4024  6.835  26.0065
Si  6.7692  6.8564  26.0342
Si  4.1025  9.5395  26.0084
Si  9.4701  9.5774  26.1601
Si  2.7262  -0.0043  27.3528
Si  8.1658  -0.0152  27.5694
Si  0.0074  2.7246  27.4949
Si  5.4407  2.7515  27.3701
Si  2.7299  5.4732  27.4322
Si  8.1845  5.4743  27.3635
Si  -0.0023  8.1869  27.3792
Si  5.4381  8.2022  27.455
Si  4.0811  1.3723  28.7465
Si  9.5742  1.3637  28.846
Si  1.3647  4.1171  28.8105
Si  6.8271  4.1029  28.7527
Si  4.0915  6.8254  28.8059
Si  9.5596  6.8291  28.7563
Si  1.3691  9.5655  28.749
Si  6.787  9.554  28.8535
Si  0.0164  -0.0167  30.1564
Si  5.4354  0.0256  30.1602
Si  2.7344  2.7359  30.1465
Si  8.1907  2.7488  30.154
Si  -0.0124  5.4791  30.1517
Si  5.4743  5.464  30.1485
Si  2.7249  8.2086  30.1457
Si  8.206  8.1928  30.155
Si  1.3673  1.3673  31.515
Si  6.8362  1.3673  31.515
Si  4.1018  4.1018  31.515
Si  9.5708  4.1018  31.515
Si  1.3673  6.8362  31.515
Si  6.8362  6.8362  31.515
Si  4.1018  9.5708  31.515
Si  9.5708  9.5708  31.515
Si  2.7345  0  0.6835
Si  8.2035  0  0.6835
Si  0  2.7345  0.6835
Si  5.469  2.7345  0.6835
Si  2.7345  5.469  0.6835
Si  8.2035  5.469  0.6835
Si  0  8.2035  0.6835
Si  5.469  8.2035  0.6835
Si  4.1109  1.362  2.0443
Si  9.5481  1.365  2.0413
Si  1.3447  4.1385  2.024
Si  6.8481  4.0919  2.0541
Si  4.0919  6.8487  2.0399
Si  9.5715  6.8353  2.0514
Si  1.3715  9.5595  2.0517
Si  6.8282  9.5846  2.0483
Si  -0.0528  -0.0382  3.3704
Si  5.4742  0.0044  3.4485
Si  2.7346  2.7849  3.3289
Si  8.1895  2.7043  3.4498
Si  -0.0052  5.4766  3.4432
Si  5.4856  5.5031  3.3701
Si  2.7461  8.206  3.4449
Si  8.1955  8.2096  3.3918
Si  1.2966  1.4292  4.5709
Si  6.8343  1.3325  4.8753
Si  4.1277  4.1325  4.6922
Si  9.5583  4.082  4.7932
Si  1.3923  6.8311  4.824
Si  6.8034  6.8904  4.7544
Si  4.1192  9.5787  4.831
Si  9.5382  9.5371  4.797
Si  2.6544  0.1378  5.9233
Si  8.1673  -0.093  6.264
Si  -0.008  2.6658  6.0898
Si  5.4024  2.7608  6.1302
Si  2.8057  5.4552  6.1374
Si  8.1277  5.4499  6.0744
Si  -0.0089  8.1731  6.1771
Si  5.4989  8.2283  6.2596
As  3.9334  1.4324  7.5165
Si  9.7802  1.1023  7.4727
Si  1.669  3.7649  7.3036
Si  6.5662  4.3496  7.4685
Si  4.3688  6.611  7.534
Si  9.3454  6.9113  7.4404
Si  1.1313  9.9319  7.2803
Si  7.1409  9.21  7.7295
O  8.3029  8.0719  7.9311
O  2.7231  2.7117  8.0145
O  9.5224  1.3548  24.2788
O  4.0554  6.871  24.128
O  -0.0003  0.0063  7.9671
O  5.4867  5.4881  8.02
O  6.852  9.5763  24.2184
O  1.3679  4.0657  24.1803
O  3.8145  7.3514  8.9215
O  0.8899  4.4729  8.5375
O  9.8081  6.1338  8.8232
O  2.1625  9.4227  8.4585
O  7.3601  3.7852  8.7942
O  6.7378  9.5389  9.2962
O  9.0512  1.73  8.8103
O  7.6972  3.1408  23.5373
O  10.5024  5.8541  23.4595
O  5.1077  0.4598  23.4407
O  5.8676  5.0971  23.364
O  3.1049  2.2149  23.2986
O  2.3053  8.7298  23.2402
O  8.6288  7.7705  23.4131
O  0.2387  10.3468  23.6005
Si  4.3931  1.5771  22.5017
Si  3.5591  7.9433  14.0708
Si  7.14  1.0002  14.7213
Si  0.954  9.3657  22.5365
Si  1.2392  4.3404  11.9266
Si  6.319  8.9886  15.3879
Si  0.7264  1.3919  12.3412
Si  8.65  4.9575  20.544
Si  0.3476  5.7363  9.3731
Si  5.1373  3.1367  18.042
Si  0.9032  3.7325  16.7566
Si  10.4397  2.8657  19.2627
As  4.9871  0.9899  10.5518
Si  0.9166  0.1925  19.8676
Si  6.7922  9.3869  10.9477
Si  9.3726  9.6901  18.3492
Si  9.5107  9.1933  12.6092
Si  6.5729  3.8438  22.598
Si  2.4438  8.1158  9.3818
Si  10.6386  7.3712  17.1241
Si  2.5476  6.2986  16.5976
Si  10.2006  4.4895  14.1976
Si  6.1724  9.1964  18.5721
Si  7.7869  2.426  9.5902
Si  8.8942  2.1325  12.4384
Si  5.378  6.2558  18.1086
Si  3.9484  0.5572  19.5238
Si  4.3146  3.9175  12.2239
Si  5.6329  6.6052  12.2245
Si  8.0353  2.5193  17.2868
Si  4.3818  2.5408  15.0483
Si  1.5928  1.2097  15.3014
Si  1.6673  9.4374  12.076
Si  8.1147  6.8697  13.9716
Si  10.4367  9.8338  15.5202
Si  9.8156  7.029  22.573
Si  8.1484  5.4937  17.4488
O  6.2221  7.8645  11.3166
O  6.0441  9.2241  16.9603
O  7.7938  1.3241  13.2806
O  0.9077  1.7412  13.9239
O  9.4986  6.2322  16.9448
O  6.789  6.2327  13.3028
O  5.1775  4.6837  18.6841
O  9.2592  2.1689  18.329
O  2.3991  0.1041  19.1039
O  9.4499  10.2354  16.7853
O  2.8454  4.5137  11.788
O  5.1003  10.332  19.1664
O  9.445  3.3208  13.3775
O  0.4983  1.7837  19.9874
O  3.2077  1.3763  15.0923
O  8.1856  5.3841  19.0608
O  3.9355  6.5797  17.4101
O  4.5871  3.2737  16.5011
O  9.1  5.6639  14.4166
O  5.4445  2.7678  22.1413
O  10.6796  4.0445  15.6763
O  0.3632  3.8787  18.2923
O  10.4586  10.5382  19.2319
O  9.7268  10.0168  14.0462
O  10.915  8.1336  22.1072
O  1.2595  2.1527  16.5831
O  9.779  3.7764  20.4515
O  8.1524  4.04  16.7294
O  0.0763  9.0563  11.9545
O  6.6216  2.4365  18.1003
O  5.7997  10.575  11.5343
O  7.788  9.6038  18.8834
O  10.0892  1.0641  12.0427
O  1.234  7.0735  9.1432
O  0.6526  4.8123  13.3818
O  5.7327  7.6331  19.0287
O  5.3158  5.0982  11.6359
O  2.755  7.0001  15.1388
O  1.0228  2.764  11.5268
O  0.9215  10.6769  15.5949
O  2.5099  8.6781  10.9011
O  4.8216  2.4797  11.61
O  4.1973  3.6742  13.8673
O  2.1943  4.7  16.4775
O  10.7442  8.2438  15.7382
O  6.9145  10.3426  14.7466
O  2.4385  8.9866  13.4535
O  8.039  1.5317  15.9879
O  4.1971  7.0498  12.871
O  4.2166  2.0289  18.8298
O  7.3165  4.4049  21.2818
O  8.2775  2.8014  11.0918
O  1.2355  6.8875  17.4017
O  5.7147  1.7193  14.7358
O  8.3212  9.6757  11.556
O  9.2062  6.3042  21.2612
O  9.0459  7.6803  12.9344
O  1.7089  0.1459  11.9252
O  6.6868  6.1699  17.103
O  7.5029  7.8725  15.1262
O  1.2322  10.3036  21.2431
O  10.0646  8.2114  18.3905
O  3.9443  0.8217  21.1399
O  0.3819  5.3021  10.9235
O  6.4905  1.4345  9.6437
O  4.8441  8.6848  14.7529

Results
free energy: -143603.958 eV
free energy less fixed offsets of As -4856.12, O -568.88, Si -635.61 eV per atom: 3.512 eV

Forces (eV/angstrom), in the order of the atoms: element, x, y, z
Si  -0.0039  0.0106  -0.0044
Si  0.0059  -0.0092  0.0089
Si  -0.007  0.0061  0.0027
Si  0.0126  -0.0025  0.0088
Si  0.0023  -0.0016  0.0124
Si  0.0036  0.0064  0.0054
Si  0.0035  0.0005  0.0035
Si  -0.0076  0.0066  0.0054
Si  -0.0047  -0.0048  -0.0016
Si  -0.0019  0.0031  -0.0106
Si  0.0035  0.0008  -0.0073
Si  -0.0014  0.001  -0.0069
Si  -0.0023  -0.0023  -0.0073
Si  -0.0005  -0.0027  -0.003
Si  0.0026  -0.0003  -0.0035
Si  0.0084  -0.0021  -0.0091
Si  0.0056  -0.0035  0.0282
Si  0.0037  0.0082  -0.0523
Si  -0.0054  -0.0027  -0.0402
Si  0.0019  0.0002  0.0256
Si  -0.006  -0.0043  -0.0152
Si  0.0009  0.0009  0.0249
Si  0.0034  0.0001  0.0234
Si  0.0087  0.0122  -0.0255
Si  -0.0096  0.0031  -0.0273
Si  0.0165  0.0014  0.0543
Si  0.0103  0.0199  0.0364
Si  -0.0044  0.0106  -0.0313
Si  0.0043  -0.0076  0.0248
Si  -0.0037  -0.0068  -0.023
Si  0.0032  -0.0011  -0.0307
Si  -0.0422  -0.0184  0.0602
Si  -0.0114  0.0073  -0.0011
Si  0.0191  -0.0258  -0.0082
Si  -0.0051  0.0064  -0.0008
Si  0.0022  -0.007  -0.0069
Si  0.0037  -0.0115  -0.0087
Si  -0.0076  0.0001  -0.002
Si  -0.0004  -0.0058  -0.0028
Si  -0.003  0.0049  -0.0067
Si  0.0756  -0.0305  0.0298
Si  -0.0687  0.0677  -0.0069
Si  0.0565  -0.0666  0.0109
Si  -0.0735  0.0703  0.0056
Si  -0.0577  0.0798  -0.0467
Si  0.038  -0.1006  0.0661
Si  -0.1449  0.0346  0.0174
Si  0.0445  -0.069  0.039
Si  0  -0.0706  0.0663
Si  -0.1438  0.0112  -0.1628
Si  -0.1231  -0.0027  -0.0201
Si  0.0874  -0.0126  0.0249
Si  -0.0768  0.1859  -0.1956
Si  0.0877  -0.1061  0.051
Si  0.0636  -0.1119  0.0193
Si  -0.0079  0.1126  -0.0526
Si  -0.0139  0.0113  0.0318
Si  -0.0041  0.0127  -0.0091
Si  0.0051  -0.0028  0.0116
Si  -0.0064  0.0115  0.0122
Si  -0.0151  0.0057  -0.0089
Si  -0.0051  0.003  0.0249
Si  -0.0272  0.0018  0.0079
Si  0.0145  -0.0131  0.0132
Si  -0.0187  -0.0725  -0.0405
Si  0.0174  0.0017  0.0033
Si  0.0418  0.0435  -0.0634
Si  -0.0166  -0.0088  0.0224
Si  0.0365  0.0025  0.0133
Si  0.0341  -0.0084  -0.0195
Si  0.0113  -0.002  0.0235
Si  -0.0131  0.0378  -0.0171
Si  0.0464  0.0318  0.0784
Si  -0.0075  0.0191  0.0007
Si  -0.0734  -0.0375  0.0724
Si  -0.0164  0.029  -0.0285
Si  -0.0353  -0.0034  -0.0327
Si  0.0424  -0.0107  0.0244
Si  -0.01  -0.0018  -0.0069
Si  -0.0083  -0.0219  0.0103
Si  0.0063  -0.0494  -0.0325
Si  0.0233  0.0141  0.0336
Si  0.0179  -0.0038  0.0237
Si  0.0457  -0.0318  -0.1033
Si  0.0421  -0.0281  0.0034
Si  0.0064  0.0112  0.0013
Si  -0.0028  -0.0205  -0.0278
Si  -0.0078  -0.0001  0.051
As  0.0752  -0.1636  -0.0414
Si  -0.0147  -0.0519  -0.0401
Si  0.0716  -0.0478  -0.2909
Si  0.0275  0.0814  0.033
Si  -0.0062  0.0012  -0.0666
Si  -0.0567  0.0842  -0.1444
Si  0.0166  -0.0018  0.0379
Si  -0.0015  0.028  -0.0828
O  -0.0304  0.0067  0.0705
O  -0.0525  0.0625  0.0609
O  0.001  -0.0025  0.005
O  0.0001  -0.0016  0.0109
O  0.0095  0.0442  -0.0196
O  -0.0046  -0.052  0.0001
O  0  0.0004  -0.0005
O  0.0039  -0.0009  0.0044
O  0.0054  0.0134  0.015
O  -0.0771  0.0325  0.314
O  -0.0431  -0.0377  0.0376
O  0.0238  -0.0054  0.0261
O  -0.0127  -0.0147  -0.017
O  -0.0288  0.0174  0.0641
O  -0.0201  0.0206  0.0079
O  -0.0101  0.0059  0.0008
O  -0.0078  0.0099  -0.006
O  -0.0055  0.0108  -0.0002
O  0.0077  -0.0099  -0.0068
O  0.0072  -0.0046  0.0008
O  -0.0089  0.0065  -0.0049
O  0.0071  -0.0056  -0.0002
O  0.0094  -0.0117  -0.0016
Si  0.0046  0.0041  -0.0008
Si  -0.0019  -0.0006  0.0001
Si  0.0067  0.0062  -0.0119
Si  0.0019  -0.0019  0.0021
Si  -0.004  0.0017  0.0078
Si  0.0026  0.0047  -0.0037
Si  -0.0041  0.007  -0.0017
Si  -0.0018  0.005  -0.0005
Si  0.0077  0.1123  0.0249
Si  0.0042  -0.0026  -0.0038
Si  -0.0046  0.0011  -0.0039
Si  0.0034  -0.0003  -0.0041
As  0.082  -0.0004  -0.0216
Si  0.0056  -0.0078  -0.0045
Si  -0.0042  -0.0035  -0.0302
Si  0.0056  0.0023  -0.004
Si  -0.0027  0.0124  0.0028
Si  -0.0025  0.0022  -0.0018
Si  -0.0114  0.0086  -0.0239
Si  -0.0008  -0.0019  -0.0022
Si  0.0024  0.0022  -0.0021
Si  0  -0.013  -0.0085
Si  0.001  0.0006  -0.0067
Si  0.0034  0.008  0.0165
Si  -0.0089  0.0166  -0.008
Si  0.0037  0.0019  -0.0068
Si  -0.0016  -0.0041  0.0026
Si  -0.0089  -0.0078  0.0192
Si  0.011  0.0157  0.0023
Si  0.0031  0  -0.0027
Si  0.0098  -0.0043  0.0031
Si  -0.0068  0.0029  -0.0089
Si  0.0149  0.0007  -0.013
Si  -0.0004  0.003  -0.0012
Si  -0.0028  0.0031  -0.0057
Si  0.0041  0.0005  -0.0036
Si  0.0064  -0.0009  0.0002
O  -0.0057  -0.0182  0.0028
O  0.0025  0.0003  -0.0011
O  0.0056  0.0009  0.0058
O  0.0092  -0.0023  0.0099
O  0.0006  0.003  0.0072
O  0.0036  -0.0022  -0.0011
O  0.0019  0.0021  0.0068
O  -0.0012  0.001  0.0015
O  0.0042  0.0011  0.0033
O  0.0035  -0.0005  0.0021
O  -0.0062  0.0038  -0.0113
O  0.0055  -0.0034  0.0069
O  0.0019  0.0017  -0.0021
O  0.0008  0.0042  0.0077
O  -0.0006  0.0011  0.0004
O  -0.0011  0.0002  -0.0042
O  0.0014  -0.0014  0.0069
O  -0.0002  0.0005  0.0019
O  0.0063  -0.0037  -0.0031
O  -0.0011  -0.001  0.0062
O  0.0088  0.0027  0.0074
O  0.0053  0  0.0012
O  -0.0026  -0.0016  0.0035
O  0.005  -0.0029  0.0083
O  0.0006  0.0006  0.007
O  0.0043  0.0021  0.0053
O  0.005  -0.005  0.0049
O  0.002  -0.0016  0.0034
O  -0.0008  -0.0034  0.0003
O  0.0021  0.0001  0.0081
O  -0.0152  -0.0502  0.0202
O  0.002  -0.0007  0.0084
O  0.0186  -0.0007  0.0017
O  -0.0076  -0.0279  0.0239
O  -0.0017  0.0021  -0.0077
O  0.0027  -0.0026  0.0062
O  -0.0053  -0.0019  -0.0053
O  0.0029  0.0014  0.0049
O  0.0138  0.0007  0.0059
O  0.0065  0.0008  0.006
O  -0.0071  0.0061  0.0092
O  -0.0206  0.0379  0.0167
O  0.0037  0.0001  0.0031
O  0.002  -0.0028  0.0031
O  0.0039  -0.0008  0.0015
O  -0.0022  -0.0071  0.0078
O  0.0088  -0.003  0.0075
O  0.0006  -0.0023  0.0048
O  0.0073  -0.0036  -0.0006
O  0.007  0.0076  0.0023
O  0.0092  0.0043  -0.0002
O  0.0131  -0.0131  0.0176
O  0.0038  -0.0015  0.0067
O  0.0049  -0.0048  0.0059
O  0.0046  -0.0002  0.0064
O  -0.0043  -0.0093  -0.0018
O  0.0035  -0.0106  0.0037
O  -0.0009  -0.002  -0.0013
O  -0.0004  0.0005  0.003
O  -0.0015  -0.0018  -0.0005
O  0.0002  0.0088  -0.0049
O  0.0031  -0.0015  0.0047
O  -0.0021  -0.0053  -0.0087
O  0.0212  -0.0112  0.0566
O  -0.0079  0.0241  -0.0628
O  0.002  -0.0011  0.0045

The program warned: the cutoff lies below the one the program advises for these potential files; the forces do not sum to zero within the program's tolerance; the exchange-correlation potential is rough where the density is thin.
